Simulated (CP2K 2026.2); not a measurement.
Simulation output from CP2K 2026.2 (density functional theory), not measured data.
Periodic cell of 504 atoms, Si360O144, from a study of silicon, its oxide and their interface. The atomic structure is a simulated model.
Doubt: the forces sum to 0.51 eV/angstrom along one axis rather than to zero, so they err by at least 0.0010 eV/angstrom per atom on average; the grid cutoff is modest.

Settings: functional PBE; method Gaussian and plane waves; basis set DZVP-MOLOPT-SR-GTH; pseudopotentials GTH-PBE; grid cutoff 300 Ry, relative cutoff 40 Ry; k points Gamma only; occupations fixed; spin none; net charge 0.

Cell vectors (angstrom)
a 16.32 0 0
b 0 16.32 0
c 1.9719 -3.7914 33.6232

Atoms and the computed forces on them: element, x, y, z (angstrom), force x, y, z (eV/angstrom)
Si 1.042 -1.148 0.073 0.254 -0.076 0.705
Si 3.99 1.591 -0.124 0.1 -0.244 0.698
Si 1.784 3.828 0.062 -0.181 0.022 0.696
Si 3.866 7.011 0.222 0.111 -0.118 0.732
Si 1.739 -7.024 0.211 -0.251 0.058 0.699
Si 4.282 -4.496 0.219 -0.041 0.221 0.726
Si 6.992 -1.612 0.011 -0.175 0.121 0.779
Si 9.073 1.47 0.098 0.25 0.025 0.65
Si 7.033 3.836 0.014 -0.139 0.133 0.732
Si 9.719 6.541 -0.016 -0.107 0.254 0.784
Si 6.518 9.671 0.18 0.25 -0.047 0.709
Si -7.046 -3.763 0.029 0.08 -0.199 0.739
Si -3.897 -1.357 0.002 -0.22 0.06 0.678
Si -1.136 1.05 0.225 0.024 0.204 0.711
Si -4.402 4.334 0.017 0.174 -0.136 0.783
Si -1.578 7.147 0.057 0.038 -0.176 0.694
Si -3.802 -6.991 -0.002 -0.117 0.107 0.745
Si -1.57 -3.492 -0.152 0.148 -0.407 0.74
Si 2.773 0.001 1.186 -0.002 0.04 -0.06
Si 5.445 2.723 1.349 -0.011 0.007 -0.063
Si 2.758 5.404 1.485 0.002 -0.001 -0.034
Si 5.411 8.155 1.547 -0.002 0.013 -0.068
Si 2.793 -5.542 1.659 0.007 -0.015 -0.048
Si 5.427 -2.776 1.317 0.017 -0.003 -0.077
Si 8.004 -0.041 1.474 -0.011 -0.016 -0.044
Si -5.524 2.669 1.267 -0.031 0.014 -0.058
Si 8.182 5.4 1.347 0.026 -0.007 -0.056
Si -5.412 8.148 1.278 0.033 -0.009 -0.054
Si 8.166 10.902 1.319 0.007 0.011 -0.045
Si -5.461 -2.596 1.296 0.033 0.01 -0.045
Si -2.711 -0.033 1.525 0.018 -0.03 -0.038
Si 0.102 2.712 1.312 -0.026 0.035 -0.042
Si -2.753 5.484 1.289 0.026 -0.012 -0.067
Si 0.001 8.242 1.384 -0.005 0.004 -0.03
Si -2.621 -5.303 1.138 -0.005 0.018 -0.032
Si -0.065 -2.649 1.464 -0.013 -0.002 -0.063
Si 1.436 1.338 2.68 0.021 -0.045 0.016
Si 4.154 4.079 2.787 0.012 -0.02 0.02
Si 1.307 6.782 2.741 0 0.013 0.006
Si 4.118 9.453 2.996 0.01 -0.01 0.045
Si 1.329 -4.072 2.749 -0.004 0.004 0.014
Si 4.06 -1.372 2.626 0.012 0.014 0.003
Si 6.688 1.341 2.791 -0.004 0.019 0.028
Si 9.51 4.032 2.725 0.012 0.004 0.047
Si 6.844 6.759 2.738 -0.001 -0.007 0.017
Si 9.545 9.521 2.638 0.01 -0.002 0.007
Si 6.803 12.227 2.73 0.001 -0.016 0.03
Si -6.8 -1.311 2.74 -0.015 -0.004 0.025
Si -4.123 1.401 2.7 -0.014 0.023 0.004
Si -1.343 4.092 2.61 -0.002 0.008 0.021
Si -4.084 6.812 2.711 -0.028 0.012 0.021
Si -1.338 -6.647 2.665 -0.027 -0.009 0.021
Si -4.07 -4.045 2.584 0.002 -0.008 0.007
Si -1.385 -1.374 2.895 0.02 0.008 0.028
Si 0.051 0.029 4.102 -0.026 0.005 -0.013
Si 2.75 2.699 4.087 -0.008 0.013 -0.029
Si -0.045 5.424 4.07 -0.012 0 0.002
Si 2.673 8.081 4.182 0.005 0.01 -0.001
Si -0.01 -5.407 4.128 -0.006 -0.008 0.014
Si 2.714 -2.693 4.052 0 -0.011 0
Si 5.357 -0.041 4.1 -0.014 0.011 0.006
Si 8.129 2.697 4.092 0.019 0.011 -0.013
Si 5.494 5.433 4.136 -0.011 -0.009 0.016
Si 8.203 8.166 4.048 -0.001 0.005 -0.016
Si 5.499 10.897 4.183 -0.006 0.002 -0.002
Si 8.168 -2.717 4.074 -0.021 0.007 -0.021
Si -5.449 0.038 4.095 0.007 -0.007 0.005
Si -2.713 2.755 4.014 0.024 0.002 0.017
Si -5.439 5.43 4.065 0.008 -0.023 -0.022
Si -2.709 8.231 4.006 0.011 -0.001 -0.019
Si -5.414 -5.423 3.989 0.017 0.009 -0.014
Si -2.778 -2.768 4.117 0.014 -0.008 -0.01
Si 1.359 -1.349 16.29 -0.016 -0.007 -0.014
Si 4.103 1.359 16.359 0.002 0.013 -0.002
Si 1.358 4.079 16.332 0.004 0.01 -0.003
Si 4.075 6.838 16.293 -0.001 -0.012 -0.012
Si 1.413 -6.788 16.347 0.013 0.02 -0.005
Si 4.082 -4.085 16.338 -0.008 -0.001 -0.004
Si 6.774 -1.368 16.402 0.013 -0.011 -0.001
Si -6.827 1.339 16.328 -0.005 -0.007 0.001
Si 6.827 4.067 16.296 -0.017 -0.002 -0.009
Si -6.804 6.779 16.33 -0.003 -0.004 -0.005
Si 6.799 9.514 16.305 0.001 -0.013 -0.006
Si -6.819 -4.033 16.289 0.001 -0.014 -0.008
Si -4.088 -1.346 16.31 0.011 -0.006 -0.006
Si -1.4 1.349 16.33 -0.013 -0.017 -0.013
Si -4.099 4.056 16.338 0.002 -0.006 -0.01
Si -1.324 6.779 16.283 -0.006 0.014 -0.015
Si -4.048 9.553 16.239 -0.001 0.002 -0.021
Si -1.352 -4.074 16.29 0.001 0.012 -0.015
Si 2.716 -0.021 17.678 -0.014 -0.004 -0.013
Si 5.524 2.707 17.692 -0.014 -0.013 0.002
Si 2.71 5.499 17.647 0.009 -0.008 0.002
Si 5.438 8.167 17.68 -0.012 0.013 0.012
Si 2.777 -5.435 17.75 -0.001 -0.002 0.017
Si 5.391 -2.749 17.763 -0.006 -0.013 0.006
Si 8.149 0.008 17.746 -0.01 0.012 0.029
Si -5.499 2.701 17.697 0.029 0.015 -0.011
Si 8.145 5.405 17.705 0.01 -0.002 -0.014
Si -5.397 8.202 17.568 -0.009 0.003 -0.009
Si 8.13 10.93 17.621 0.017 0.008 0.012
Si -5.436 -2.711 17.661 -0.012 0.007 -0.002
Si -2.79 0.024 17.713 0.003 0.009 0.008
Si -0.017 2.692 17.67 -0.014 0.011 -0.021
Si -2.658 5.392 17.633 -0.001 -0.014 -0.004
Si 0.033 -8.181 17.642 0.009 -0.024 0.004
Si -2.719 -5.425 17.643 -0.013 -0.003 0.006
Si -0.006 -2.698 17.631 -0.013 -0.01 0.004
Si 1.36 1.345 19.011 -0.029 -0.005 -0.003
Si 4.181 4.188 18.904 0.031 0.023 -0.04
Si 1.323 6.783 19.072 0 -0.013 -0.01
Si 4.134 -6.841 19.139 -0.006 0.018 -0.012
Si 1.381 -3.997 19.008 0.007 0.015 -0.049
Si 4.011 -1.361 19.113 0.018 -0.031 0.008
Si 6.82 1.359 19.182 0.005 0.036 -0.043
Si -6.878 3.999 19.097 -0.045 -0.026 -0.013
Si 6.824 6.833 19.027 -0.016 -0.018 -0.003
Si -6.705 9.649 18.877 0.038 0.019 -0.048
Si 6.718 -4.194 19.095 -0.013 -0.034 -0.012
Si 9.52 -1.398 19.051 0.018 0.016 -0.012
Si -4.196 1.361 19.108 -0.001 -0.032 -0.003
Si -1.378 3.993 19.068 -0.006 0.008 -0.011
Si -4.008 6.832 18.865 0.01 0.034 -0.045
Si -1.318 -6.788 18.943 -0.004 0.008 -0.019
Si -4.066 -4.056 19.016 0.006 0.009 -0.028
Si -1.391 -1.365 18.99 -0.005 -0.007 -0.038
Si -0.032 -0.02 20.353 0.013 0.009 0.091
Si 2.831 2.777 20.138 0.036 0.014 0.022
Si 0.006 5.331 20.431 0.005 -0.008 0.052
Si 2.683 8.147 20.441 -0.013 0.018 0.058
Si 0.001 -5.392 20.265 -0.004 0.012 0.089
Si 2.649 -2.673 20.527 -0.019 -0.013 0.04
Si 5.391 -0.057 20.486 0.021 0.001 0.041
Si 8.161 2.709 20.684 0.004 -0.014 0.074
Si 5.47 5.503 20.419 -0.003 -0.011 0.075
Si 8.287 8.271 20.152 -0.011 0.041 0.049
Si 5.494 -5.583 20.652 0.036 -0.007 0.026
Si 8.13 -2.808 20.313 -0.002 0.005 0.043
Si -5.548 -0.025 20.512 -0.015 -0.003 0.053
Si -2.816 2.701 20.469 -0.002 0.005 0.059
Si -5.413 5.466 20.135 0.007 0 0.052
Si -2.629 -8.175 20.265 0.001 -0.014 0.049
Si -5.394 -5.39 20.389 0.001 -0.019 0.055
Si -2.745 -2.709 20.39 0.004 0.022 0.057
Si 0.949 -1.554 21.844 0.389 0.125 -0.728
Si 4.31 1.709 21.583 -0.04 -0.246 -0.74
Si 1.731 4.204 21.595 -0.292 -0.066 -0.668
Si 3.841 6.566 21.741 0.166 0.255 -0.65
Si 1.512 -6.51 21.624 -0.028 -0.211 -0.754
Si 3.783 -4.339 21.757 0.251 0.097 -0.777
Si 6.904 -1.404 21.7 -0.244 -0.087 -0.687
Si -7.215 0.892 21.973 0.322 0.381 -0.69
Si 6.509 3.962 21.865 0.376 0.128 -0.696
Si -6.397 7.149 21.335 -0.109 -0.158 -0.774
Si 7.352 -6.722 21.829 -0.459 -0.096 -0.663
Si 9.307 -4.266 21.703 0.238 0.09 -0.712
Si -3.925 -1.174 21.743 -0.197 -0.258 -0.717
Si -1.657 1.024 21.656 0.079 0.237 -0.752
Si -4.002 4.417 21.601 -0.105 -0.356 -0.688
Si -1.628 6.51 21.616 0.235 0.126 -0.699
Si -4.154 -7.009 21.568 0.138 0.297 -0.684
Si -1.152 -3.893 21.63 -0.237 -0.102 -0.766
Si -0.828 6.04 -4.493 -0.075 -0.069 -0.012
Si -6.786 0.474 25.05 -0.163 -0.039 -0.21
Si -3.609 6.497 26.133 0.05 0.046 -0.066
Si -4.15 1.282 25.738 0.148 0.091 -0.108
Si -0.192 5.145 -1.726 0.024 0.12 0.072
Si -1.708 2.12 24.346 -0.088 -0.007 -0.082
Si -5.834 -7.75 26.033 -0.057 -0.001 -0.064
Si -2.967 -3.337 -5.222 -0.078 0.12 0.073
Si 3.419 5.093 -6.45 0.08 0.022 -0.01
Si -4.873 4.923 -5.156 0.134 0.024 0.024
Si 5.638 0.013 -2.387 -0.015 0.123 0.116
Si -2.948 -5.234 23.777 -0.019 -0.005 -0.111
Si 4.305 -1.54 -4.747 0.081 0.065 -0.06
Si -1.115 1.965 -4.177 0.063 -0.082 0.076
Si -0.877 -1.993 -6.697 0.022 -0.011 0.098
Si -5.218 -3 23.9 -0.035 0.024 -0.102
Si -7.751 7.66 23.826 -0.038 0.09 -0.159
Si 4.317 3.351 -4.024 -0.098 -0.028 0.006
Si -1.084 6.92 24.65 -0.044 -0.041 -0.03
Si -2.443 -0.557 -4.765 0.001 -0.158 0.126
Si -3.377 7.535 -4.676 0.033 -0.003 -0.052
Si -5.393 0.085 -4.948 -0.033 -0.114 0.016
Si 2.438 -5.164 -1.988 -0.018 -0.036 0.071
Si -4.06 3.874 24.381 -0.084 0.036 -0.047
Si 3.954 -1.041 26.034 0.035 0.077 0.007
Si -5.814 -5.692 -2.035 0.048 -0.032 0.156
Si 5.873 -3.354 -6.419 -0.089 0.144 0.06
Si 3.67 7.274 24.638 0.122 -0.075 -0.075
Si 1.266 -0.207 24.773 0.021 -0.088 -0.2
Si 1.753 7.381 -5.274 0.075 0.012 0.012
Si 2.828 4.501 25.703 -0.009 -0.01 -0.076
Si 7.05 -4.493 26.123 -0.074 -0.041 0.175
Si 7.265 5.113 24.796 -0.076 -0.049 -0.168
Si 3.838 -5.707 -6.936 0.027 -0.045 -0.043
Si -2.077 3.843 -6.277 0.008 0.028 0.088
Si -4.321 -5.952 -4.565 -0.008 -0.039 -0.043
Si 6.321 7.551 -4.139 -0.119 -0.005 0.086
Si -7.028 -2.26 26.179 -0.004 0.128 0.08
Si -5.286 -2.163 -7.028 0.036 -0.031 0.072
Si 5.414 -3.01 24.027 0.042 0.016 -0.104
Si 7.165 1.958 -4.242 -0.017 -0.079 -0.073
Si -0.269 4.154 26.013 -0.029 0.158 -0.066
Si 0.587 -2.958 -2.308 -0.114 0.034 0.238
Si 2.465 2.346 23.793 0.059 0.064 -0.179
Si -8.064 -7.949 -2.026 -0.025 -0.033 0.098
Si 3.698 -7.009 -4.131 0.041 -0.044 -0.041
Si -5.638 0.264 -2.117 0.044 -0.037 0.067
Si 5.266 5.369 -2.117 0.038 -0.002 0.148
Si 1.365 -1.485 -4.751 0 -0.034 0.065
Si -2.322 3.04 -1.678 -0.009 -0.049 0.066
Si 6.058 6.57 -7.113 -0.104 -0.043 0.006
Si -6.199 2.55 -3.833 0.01 -0.078 0.013
Si 1.103 -7.312 24.475 -0.083 -0.131 -0.137
Si 1.823 1.669 -4.583 0.002 0.052 0.014
Si 1.376 -1.352 5.457 0 0.006 0.002
Si 4.058 1.34 5.48 -0.001 -0.008 0.008
Si 1.353 4.067 5.415 0.007 0.007 0
Si 4.088 6.754 5.491 0 0.004 0.013
Si 1.336 9.517 5.473 0.004 0.001 0.006
Si 4.078 12.273 5.446 -0.015 -0.006 0.005
Si 6.786 -1.367 5.43 0.006 -0.004 0.001
Si 9.504 1.366 5.457 -0.005 0.013 0.013
Si 6.822 4.064 5.484 0.005 -0.002 0.015
Si -6.784 6.8 5.427 -0.007 -0.005 -0.006
Si 6.861 9.504 5.469 0.001 -0.011 0.006
Si -6.778 -4.088 5.402 0.012 -0.006 -0.007
Si -4.105 -1.354 5.443 0.008 -0.005 0.013
Si -1.357 1.391 5.406 -0.004 0.012 0.001
Si -4.062 4.092 5.418 -0.008 -0.005 0.005
Si -1.381 6.836 5.399 -0.005 0.006 0.003
Si -4.077 -6.774 5.397 -0.003 0.002 0
Si -1.389 -4.083 5.481 -0.002 0.012 0.017
Si 2.709 -0.003 6.843 -0.003 0.007 0.004
Si 5.44 2.702 6.818 -0.002 0.001 0.003
Si 2.712 5.398 6.818 0.013 -0.008 0.001
Si 5.457 8.155 6.806 -0.003 0.001 -0.002
Si 2.719 10.893 6.796 0 -0.008 0.009
Si 5.44 -2.71 6.816 -0.008 0.012 -0.007
Si 8.143 -0.005 6.801 -0.001 -0.002 0.002
Si -5.43 2.732 6.786 0.003 0.007 -0.003
Si -8.141 5.451 6.81 0.005 -0.007 0.001
Si -5.424 -8.148 6.773 0 0.006 -0.001
Si -8.112 -5.441 6.806 0.007 -0.015 0.002
Si -5.455 -2.721 6.797 -0.001 0.006 -0.002
Si -2.712 0.011 6.77 0.009 -0.009 -0.002
Si -0.008 2.73 6.794 -0.007 0.005 -0.007
Si -2.723 5.468 6.78 -0.001 0.003 -0.004
Si -0.024 8.153 6.811 -0.001 0.007 -0.004
Si -2.738 -5.453 6.817 0.013 0 0.006
Si -0.005 -2.709 6.802 -0.012 -0.002 0.007
Si 1.341 1.367 8.173 -0.002 -0.012 0.006
Si 4.077 4.056 8.181 -0.016 -0.011 0
Si 1.356 6.791 8.154 -0.002 0.005 -0.006
Si 4.089 9.527 8.148 0.005 0.004 0
Si 1.356 -4.074 8.16 -0.004 0.003 -0.01
Si 4.086 -1.355 8.183 -0.002 0.007 0.001
Si 6.799 1.352 8.176 -0.002 0.006 -0.002
Si -6.783 4.087 8.16 0.005 0.014 0.004
Si 6.809 6.797 8.172 0.002 -0.007 -0.008
Si -6.77 -6.803 8.166 0.004 0.005 -0.001
Si 6.813 -4.085 8.149 0.001 -0.002 -0.007
Si -6.815 -1.366 8.157 -0.007 -0.013 -0.002
Si -4.075 1.363 8.141 -0.004 0.004 -0.009
Si -1.362 4.101 8.143 0.014 0.009 -0.005
Si -4.08 6.813 8.152 0.003 0.005 0.002
Si -1.375 -6.809 8.174 -0.015 -0.009 0.002
Si -4.09 -4.075 8.164 0.005 -0.011 -0.005
Si -1.363 -1.344 8.154 0.013 0.006 0
Si -0.009 0.003 9.53 -0.008 0.009 0.003
Si 2.712 2.709 9.54 0.005 -0.002 0.001
Si -0.001 5.44 9.522 0 -0.001 0
Si 2.727 8.158 9.501 -0.003 0.001 -0.002
Si -0.004 -5.439 9.514 -0.001 -0.007 0
Si 2.717 -2.717 9.524 0.006 -0.002 -0.004
Si 5.439 0.003 9.542 0.001 -0.005 0.002
Si -8.154 2.725 9.514 0.003 -0.005 -0.01
Si 5.445 5.43 9.523 -0.004 0.006 -0.004
Si -8.147 -8.156 9.521 0.001 0.004 -0.003
Si 5.449 -5.439 9.512 -0.002 -0.003 0.002
Si -8.164 -2.724 9.524 -0.006 0.008 -0.001
Si -5.442 0.004 9.499 0.004 -0.004 -0.002
Si -2.715 2.727 9.502 0.001 0.01 -0.005
Si -5.432 5.449 9.519 -0.002 0.005 -0.004
Si -2.727 8.156 9.534 0.005 -0.002 0.001
Si -5.431 -5.439 9.536 0.003 -0.003 -0.002
Si -2.722 -2.712 9.512 -0.003 -0.005 -0.004
Si 1.36 -1.356 10.887 0.002 -0.001 0
Si 4.074 1.355 10.902 -0.006 0.001 0.006
Si 1.356 4.083 10.888 -0.004 0.009 -0.001
Si 4.085 6.8 10.871 -0.001 -0.002 -0.002
Si 1.368 9.519 10.861 0.006 -0.001 -0.004
Si 4.086 -4.075 10.871 -0.006 0.003 -0.002
Si 6.8 -1.363 10.886 -0.006 -0.002 0.004
Si -6.798 1.362 10.868 -0.009 0.01 -0.003
Si -9.518 4.07 10.886 0.008 -0.002 0
Si -6.795 -9.519 10.884 0.002 -0.001 0.001
Si -9.513 -6.795 10.876 0.001 -0.002 0.002
Si -6.804 -4.082 10.885 0.003 -0.011 -0.003
Si -4.088 -1.352 10.867 0.001 0 -0.004
Si -1.366 1.369 10.88 0.004 -0.006 0.001
Si -4.072 4.082 10.868 0.003 0.003 0.002
Si -1.36 6.795 10.883 -0.007 0.007 0.002
Si -4.074 9.522 10.898 0.005 -0.003 0.002
Si -1.36 -4.074 10.873 0.002 0.003 0
Si 2.716 -0.004 12.264 0 -0.004 0.007
Si 5.44 2.715 12.255 -0.015 -0.007 0.002
Si 2.73 5.441 12.237 0.002 0.002 -0.003
Si 5.447 8.16 12.23 -0.004 0.002 0.004
Si 2.724 10.884 12.22 0.006 -0.002 0.002
Si 5.437 -2.719 12.243 0.005 0.003 0.008
Si 8.157 0.009 12.231 0.013 -0.004 -0.003
Si -5.434 2.72 12.222 0.01 0.009 -0.004
Si -8.156 5.434 12.239 -0.006 0.004 0.004
Si -5.439 -8.161 12.251 -0.007 0.001 -0.001
Si -8.164 -5.437 12.25 -0.001 0.002 0.005
Si -5.449 -2.707 12.231 -0.002 0.002 0.001
Si -2.729 0.004 12.231 -0.006 0.005 0.003
Si -0.002 2.72 12.247 0.001 0.005 0.004
Si -2.719 5.433 12.241 0.009 -0.002 0.001
Si 0.014 8.159 12.222 -0.001 0.001 0.002
Si -2.708 -5.433 12.247 -0.001 -0.006 0.011
Si 0 -2.72 12.239 -0.007 -0.007 0
Si 1.358 1.368 13.618 -0.009 0.005 0.009
Si 4.078 4.078 13.611 0.001 0.009 0.003
Si 1.376 6.808 13.588 0.004 0 0
Si 4.093 9.539 13.576 -0.014 0.002 -0.001
Si 1.365 -4.085 13.592 0.008 -0.003 0.003
Si 4.084 -1.366 13.617 -0.007 -0.006 0.006
Si 6.795 1.345 13.613 0.008 0.004 0
Si -6.786 4.074 13.589 0.001 -0.011 -0.002
Si 6.795 6.79 13.594 0.006 -0.003 0.011
Si -6.808 -6.806 13.606 0.011 -0.003 0.002
Si 6.799 -4.067 13.608 -0.005 -0.007 0.007
Si 9.507 -1.346 13.592 -0.014 0.015 -0.002
Si -4.092 1.357 13.593 0.001 -0.003 0.005
Si -1.367 4.071 13.605 -0.006 0.008 0.005
Si -4.077 6.793 13.603 -0.005 0.006 -0.002
Si -1.328 9.521 13.589 0.013 -0.004 0.005
Si -4.083 -4.06 13.584 -0.003 0.004 0.004
Si -1.363 -1.353 13.586 0.002 -0.001 -0.001
Si -0.021 0.01 14.958 -0.005 -0.007 -0.002
Si 2.732 2.715 14.989 -0.004 0 -0.008
Si 0.026 5.427 14.932 -0.002 0.001 0.002
Si 2.734 8.192 14.932 0.019 0.003 0.006
Si 0.028 -5.448 14.969 -0.004 -0.012 0.001
Si 2.721 -2.734 14.962 0 0.001 0
Si 5.441 -0.015 14.994 -0.004 -0.008 0.012
Si 8.176 2.711 14.941 0.006 0.007 -0.005
Si 5.437 5.438 14.968 -0.008 -0.001 -0.004
Si 8.153 8.138 14.962 -0.007 -0.002 -0.002
Si 5.442 10.888 14.959 0.007 0.002 0.001
Si 8.134 -2.675 14.965 0.015 0.008 0.003
Si -5.456 0.002 14.956 0.001 0.002 -0.005
Si -2.742 2.71 14.96 0.008 0.005 0.005
Si -5.438 5.43 14.967 0.005 0.001 -0.001
Si -2.689 8.154 14.931 0.003 -0.003 -0.01
Si -5.454 -5.412 14.934 -0.005 0.002 0.004
Si -2.721 -2.706 14.949 -0.009 0.001 -0.002
O 4.224 -3.659 23.162 -0.144 -0.009 0.341
O -1.41 0.38 -3.94 0.292 -0.444 0.571
O 3.36 -4.175 -1.087 0.065 0.567 -0.384
O 2.743 5.396 22.083 -0.018 0.049 0.141
O 0.637 -1.753 -6.173 0.27 -0.03 -0.202
O 6.075 5.44 25.851 -0.59 -0.513 0.364
O -4.461 -0.481 -1.28 0.36 0.08 -0.471
O 5.414 2.779 22.143 -0.153 -0.216 0.274
O -4.145 -4.18 23.886 0.014 0.078 0.274
O -7.128 6.679 22.7 0.29 -0.416 0.115
O 2.643 8.084 -4.136 0.056 -0.321 0.69
O 1.441 -6.113 -1.113 -0.307 -0.134 -0.308
O -2.617 3.36 23.849 0.333 0.401 -0.53
O -0.087 -2.774 22.148 0.297 0.009 0.191
O 8.007 6.537 24.81 -0.091 0.115 0.69
O -5.266 -8.143 21.917 0.068 -0.063 0.479
O 5.424 -5.544 -0.319 0.031 0.02 -0.316
O -8.038 -5.433 22.218 -0.008 0.36 0.527
O -6.849 1.11 23.553 0.024 0.391 0.168
O -2.69 -8.099 -0.511 0.127 -0.002 -0.396
O 2.644 -5.447 22.145 0.114 -0.053 0.288
O 5.852 2.865 -4.046 0.08 0.339 0.257
O -1.087 7.022 23.048 0.152 0.115 0.271
O -3.75 3.678 -1.33 -0.322 -0.021 -0.323
O 6.522 7.129 -5.677 0.45 0.111 -0.043
O -0.689 6.587 -1.199 -0.052 0.117 -0.563
O -7.355 7.074 -1.366 0.058 -0.389 -0.541
O -2.074 1.61 -0.989 -0.245 -0.298 -0.313
O -5.057 7.18 26.25 -0.516 -0.161 0.1
O 4.682 7.62 25.844 0.037 0.274 0.364
O -3.493 -6.532 22.982 0.238 -0.295 0.275
O 7.421 -7.685 23.175 -0.073 -0.176 0.121
O -0.967 1.494 23.065 0.359 -0.145 0.244
O -1.708 -4.605 22.978 0.055 0.13 0.292
O 1.27 4.722 -1.211 0.43 0.374 -0.37
O -5.223 0.165 25.335 0.202 -0.745 -0.306
O 0.461 2.243 -3.894 0.14 0.412 0.167
O -7.003 -6.759 -2.011 -0.125 0.106 -0.066
O -4.85 4.156 22.994 -0.516 -0.091 0.066
O 5.914 6.236 -3.302 -0.008 -0.165 -0.078
O 2.821 -2.198 -4.7 -0.1 -0.493 0.387
O -2.46 -5.592 25.27 0.577 0.014 0.13
O 6.991 -7.498 -1.127 -0.006 -0.054 -0.091
O -5.401 1.812 -2.602 0.205 0.662 0.073
O 0.337 -2.062 -3.63 -0.56 0.472 -0.262
O -5.916 -0.531 -3.514 -0.326 -0.414 -0.11
O -5.994 5.069 -6.295 -0.401 -0.035 0.371
O 8.143 -2.682 -0.462 -0.169 0.287 -0.503
O -3.804 -7.384 -3.988 0.141 -0.014 0.334
O 4.614 0.439 26.052 -0.072 -0.064 -0.332
O -1.144 5.092 -5.773 0.094 0.208 -0.607
O -1.57 -3.321 -6.049 0.454 -0.492 -0.202
O 3.396 1.372 22.892 0.134 -0.404 0.206
O -0.651 2.732 25.37 0.234 -0.318 0.379
O 4.616 -0.791 -3.353 -0.531 -0.243 -0.056
O 6.81 4.664 23.31 -0.05 0.105 0.131
O -7.547 -0.928 25.381 -0.586 -0.059 -0.024
O 4.389 -0.516 -6.027 -0.374 0.528 0.175
O -0.738 -3.566 -1.573 0.005 0.006 -0.525
O 1.41 -2.015 -1.263 0.392 -0.076 -0.215
O 1.697 0.071 -4.501 0.27 -0.066 0.278
O -4.749 2.703 25.236 -0.776 -0.01 -0.033
O 4.776 1.084 -1.484 0.332 0.025 -0.39
O -3.798 0.287 -4.867 -0.066 0.322 0.101
O -3.867 5.108 25.373 0.043 -0.036 0.503
O -2.7 1.053 25.056 0.147 -0.38 -0.254
O 0.704 -7.022 22.941 -0.445 -0.21 0.189
O -5.65 -2.692 25.426 0.212 0.03 0.096
O -2.803 -2.055 -4.194 0.266 -0.208 0.384
O -3.571 4.189 -5.774 -0.219 -0.226 -0.289
O -2.139 6.807 -3.94 0.027 -0.261 0.776
O 7.443 1.725 -5.833 0.282 0.091 0.084
O -6.316 -4.344 -1.309 -0.002 0.232 -0.342
O 5.394 -2.72 -5.002 0.329 -0.178 0.454
O 0.075 7.936 25.11 0.139 0.103 0.625
O -0.041 -0.208 25.741 -0.426 0.042 -0.031
O 4.856 -1.94 25.069 0.042 0.192 0.022
O -4.972 -6.226 -6.012 -0.068 -0.092 0.234
O -4.514 -6.299 -1.292 0.076 0.264 -0.581
O -4.688 -6.62 26.08 -0.149 0.161 -0.248
O 2.453 -1.011 25.491 -0.103 -0.32 0.155
O 5.197 -7.606 -4.057 0.178 0.231 0.216
O -2.779 -0.075 22.128 -0.044 0.332 0.445
O -5.761 -0.871 -6.176 -0.461 0.298 -0.114
O 4.147 4.083 -5.442 0.093 -0.352 -0.082
O 6.075 -4.218 24.87 -0.085 -0.605 -0.374
O 3.422 -6.075 -2.86 0.437 -0.086 0.098
O 7.452 -3.698 -6.397 0.15 -0.087 0.519
O 7.951 -0.244 22.154 -0.215 0.091 0.059
O 1.445 3.284 22.924 -0.521 0.097 0.227
O -0.069 -0.027 -0.403 -0.026 -0.015 -0.269
O 4.528 6.371 -1.107 0.301 0.226 -0.4
O 6.397 4.521 -1.324 0.025 -0.166 -0.185
O 2.763 8.112 -0.279 0.21 -0.193 -0.398
O 8.08 2.656 -0.472 -0.144 0.214 -0.345
O 2.874 5.924 24.983 -0.363 -0.04 -0.141
O 2.337 5.922 -5.602 -0.351 -0.414 0.224
O 1.478 -4.199 -2.836 -0.161 -0.254 -0.389
O -2.944 7.954 -6.17 -0.095 0.136 -0.052
O -5.529 4.004 -4 0.207 0.117 0.289
O -2.859 5.512 21.992 -0.132 -0.017 0.2
O 1.317 4.203 26.148 0.146 0.035 0.347
O 1.755 -8.013 -6.591 0.428 0.333 -0.057
O 7.721 8.084 -3.519 0.33 0.162 -0.545
O -1.208 4.056 -1.105 -0.049 -0.157 0.406
O -2.816 -2.483 -0.515 -0.266 -0.06 -0.317
O -7.352 1.545 26.105 0.167 -0.035 0.351
O -4.319 -3.077 -6.105 -0.209 -0.279 0.08
O 1.627 1.354 24.707 -0.212 0.341 0.519
O 7.564 -6.025 26.056 0.254 -0.125 -0.504
O 1.076 -5.945 25.33 -0.013 0.571 -0.371
O 2.614 -7.853 24.515 0.249 0.405 -0.034
O 0.235 7.198 -4.8 -0.2 0.38 0.13
O 3.356 3.332 24.715 0.528 -0.043 0.136
O -2.101 2.853 -3.25 -0.292 0.115 -0.429
O -5.997 1.577 -5.131 -0.484 0.172 -0.679
O 2.847 2.713 -0.519 0.08 -0.077 -0.524
O -5.442 -5.369 -3.561 -0.421 0.246 -0.204
O -0.219 5.113 -3.324 0.398 -0.508 -0.351
O 4.508 6.087 -7.1 -0.43 -0.035 -0.276
O -1.511 2.453 -5.661 0.046 -0.319 -0.597
O -5.496 5.434 -0.508 0.095 -0.103 -0.397
O 5.073 -4.695 -6.75 0.052 -0.073 0.138
O -0.768 5.416 25.145 -0.338 -0.134 -0.376
O -6.902 0.416 -1.12 -0.18 -0.561 -0.069
O 4.182 4.365 -2.773 -0.455 0.146 0.064
O 1.125 -0.846 23.299 -0.087 0.195 0.226
O -4.556 -1.727 23.145 0.204 0.434 0.493
O -4.561 6.428 -4.638 -0.273 0.103 0.019
O 6.793 0.644 -3.348 0.154 -0.144 -0.318
O 6.424 -2.25 23.011 0.179 0.114 -0.006
O -1.81 -0.749 -6.25 -0.279 0.515 -0.604
O 3.174 2.206 -3.858 0.051 -0.198 0.445
O 4.405 7.102 23.191 0.672 0.114 0.034
O -8.07 -3.452 25.958 -0.119 -0.25 -0.079
O -7.811 2.639 -3.624 -0.174 0.443 0.15
O 3.433 -6.107 -5.436 -0.506 0.341 0.145
O -2.529 7.347 25.261 -0.152 0.457 -0.152
O -8.133 3.942 25.403 0.737 -0.153 -0.153
O -6.503 -3.479 23.035 -0.372 0.063 0.313
O 1.926 2.119 -6.119 -0.087 0.067 0.005
O 6.351 -0.987 -1.342 -0.005 -0.238 -0.154
O -3.147 -4.821 -4.604 0.265 -0.156 0.472
O -6.65 -7.773 24.627 0.309 0.43 -0.027

Results
total energy: -101655.269 eV
total energy less fixed offsets of O -438.25, Si -107.07 eV per atom: -2.069 eV
